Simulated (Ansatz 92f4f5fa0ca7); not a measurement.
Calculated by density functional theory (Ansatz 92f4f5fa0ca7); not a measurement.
Periodic cell of 237 atoms, Si145O90P2, from a study of silicon, its oxide and their interface. The atomic structure is a simulated model.

Settings: functional PBE; potential files Ansatz PAW; basis plane waves; wave-function cutoff 700 eV; density cutoff ratio 5; exchange-correlation grid ratio 1; k mesh 2 x 2 x 1, shifted by 0.5 0.5 0.5 of a step; self-consistency stop 5e-08 eV per atom in the density residual; occupations fixed; spin none; net charge 0.

Cell vectors (angstrom)
a  11.6015  0  0
b  0  10.938  0
c  0  0  32.0622

Atoms and the computed forces on them: element, x, y, z (angstrom), force x, y, z (eV/angstrom)
Si  -0.1929  -0.056  23.2617  0.0053  -0.0366  -0.0182
Si  3.6772  0.222  23.0933  -0.0395  -0.0552  0.0006
Si  7.5565  -0.12  23.4337  0.0485  -0.0498  -0.0609
Si  1.6901  1.3871  23.4066  -0.0471  0.039  -0.03
Si  5.74  1.4236  23.177  0.0779  0.0633  0.0055
Si  9.4497  1.2429  23.3628  -0.0321  0.039  -0.034
Si  0.1657  5.3421  23.4484  -0.0767  -0.0281  -0.0377
Si  4.1237  5.3154  23.3852  -0.0085  -0.0138  -0.0667
Si  8.0345  5.6256  23.5319  0.0392  -0.0649  0.0025
Si  2.1659  6.6128  23.3591  -0.0021  0.0664  0.01
Si  5.9686  6.7858  23.4723  -0.0781  0.0394  -0.0281
Si  10.0062  6.8871  23.5878  0.0287  0.0176  -0.0702
Si  1.9062  2.6775  25.3739  0.008  -0.0566  -0.0069
Si  5.834  2.6671  25.2451  0.0439  -0.069  -0.0172
Si  9.6386  2.6998  25.2612  0.0139  -0.086  -0.0195
Si  11.6047  4.0261  25.3755  0.0124  0.0653  -0.0099
Si  3.8955  3.9862  25.3122  0.0005  0.0656  0.0197
Si  7.7466  4.1013  25.3257  -0.0181  0.0863  -0.0082
Si  1.9775  8.1627  25.1942  0.0034  -0.0919  0.0091
Si  5.7774  8.1805  25.3599  -0.022  -0.0753  -0.006
Si  9.7146  8.2791  25.4233  0.0086  -0.0551  -0.0001
Si  11.6436  9.5747  25.2568  0.0391  0.0706  -0.0149
Si  3.8687  9.6012  25.0664  0.0175  0.1008  -0.0051
Si  7.6925  9.5333  25.3966  -0.0072  0.0582  -0.018
Si  11.6523  -0.0015  27.2044  -0.0129  -0.0508  0.0041
Si  3.9026  -0.0456  27.1192  -0.0221  -0.0455  0.0114
Si  7.7599  -0.0075  27.2767  -0.0168  -0.035  0.0014
Si  1.9869  1.3227  27.2729  -0.0063  0.0439  0.0025
Si  5.8294  1.3311  27.1975  -0.0215  0.047  0.0176
Si  9.6975  1.3404  27.2054  -0.0165  0.0402  0.0129
Si  11.5953  5.478  27.2367  0.014  -0.046  0.0045
Si  3.8481  5.4274  27.2125  0.0032  -0.0402  -0.0062
Si  7.7146  5.4655  27.2542  0.0149  -0.0423  0.0015
Si  1.9405  6.8343  27.18  0.0256  0.0479  0.0113
Si  5.7621  6.8043  27.2669  -0.0004  0.0474  0.0006
Si  9.6562  6.8229  27.2742  0.0022  0.0351  -0.0059
Si  1.9458  2.7289  29.173  0.0065  -0.0277  0.0014
Si  5.7953  2.7108  29.1383  0.0024  -0.0273  0.0058
Si  9.6807  2.7258  29.1434  -0.0009  -0.0255  0.0088
Si  0.0101  4.0997  29.1625  0.004  0.0289  0.0087
Si  3.8707  4.0909  29.1655  -0.0025  0.028  0.0032
Si  7.7313  4.0823  29.1675  -0.0045  0.0277  0.0119
Si  1.9451  8.1902  29.1385  0.0053  -0.0275  0.003
Si  5.7924  8.1963  29.1742  -0.0084  -0.0227  -0.0002
Si  9.6751  8.2077  29.1839  -0.0003  -0.0241  -0.0024
Si  0.0129  9.5648  29.1466  0.0046  0.0286  0.0083
Si  3.8733  9.5723  29.1203  0.0005  0.0294  0.0098
Si  7.7345  9.5524  29.1864  0.0025  0.0261  0.0008
Si  0  0  31.0965  0.0084  -0.0302  -0.0953
Si  3.8672  0  31.0965  0.018  -0.0206  -0.2242
Si  7.7343  0  31.0965  -0.0294  0.012  0.1065
Si  1.9336  1.3673  31.0965  -0.0044  -0.0302  0.099
Si  5.8008  1.3673  31.0965  0.0004  0.0878  -0.1542
Si  9.6679  1.3673  31.0965  0.0113  0.0064  -0.1024
Si  0  5.469  31.0965  0.0264  -0.0646  -0.0176
Si  3.8672  5.469  31.0965  0.0197  -0.0127  -0.0134
Si  7.7343  5.469  31.0965  -0.0168  -0.0821  -0.0148
Si  1.9336  6.8362  31.0965  -0.0045  0.0154  -0.0962
Si  5.8008  6.8362  31.0965  -0.0317  -0.0304  0.0852
Si  9.6679  6.8362  31.0965  0.0481  -0.0955  0.1369
Si  1.9336  2.7345  0.9679  0.0056  0.0365  0.0735
Si  5.8008  2.7345  0.9679  -0.059  0.008  -0.3365
Si  9.6679  2.7345  0.9679  0.0454  0.0259  -0.0361
Si  0  4.1018  0.9679  -0.1062  0.1013  -0.0484
Si  3.8672  4.1018  0.9679  0.0256  0.0938  0.1126
Si  7.7343  4.1018  0.9679  0.0773  0.0779  0.0357
Si  1.9336  8.2035  0.9679  0.0275  0.0132  -0.1395
Si  5.8008  8.2035  0.9679  0.1281  -0.0237  0.0759
Si  9.6679  8.2035  0.9679  -0.1846  -0.0685  0.3019
Si  0  9.5708  0.9679  0.0647  0.0678  0.1926
Si  3.8672  9.5708  0.9679  -0.1975  -0.0993  0.0284
Si  7.7343  9.5708  0.9679  0.0935  -0.0495  -0.0468
Si  11.6193  0.0164  2.9257  -0.0403  -0.0486  -0.0391
Si  3.8215  -0.008  2.9094  0.0179  -0.0627  0.0077
Si  7.7558  0.0132  2.883  0.0062  -0.0415  0.0118
Si  1.9273  1.4159  2.9332  -0.0235  0.0614  0.0219
Si  5.7798  1.2789  2.7912  -0.0379  0.0225  -0.0166
Si  9.6775  1.3729  2.9004  0.0143  0.0137  -0.0282
Si  11.5672  5.522  2.8679  -0.0144  -0.0405  -0.0166
Si  3.8813  5.5068  2.904  0.0059  -0.0298  -0.0274
Si  7.7319  5.4269  2.9276  -0.0012  -0.0312  0.01
Si  1.9192  6.8345  2.8876  -0.0142  0.0435  -0.01
Si  5.83  6.8423  2.9129  0.0047  0.0422  0.0039
Si  9.6454  6.8877  2.9866  -0.0226  0.0402  -0.0192
Si  1.8914  2.9051  4.8139  0.0325  -0.0376  -0.0359
Si  5.8177  2.6617  4.6267  0.0737  -0.0717  0.0072
Si  9.5163  2.8176  4.7612  0.0056  -0.0456  0.0039
Si  11.4717  4.2025  4.7968  0.0392  0.0233  0.0023
Si  3.9509  4.1394  4.8269  0.0275  0.0183  0.0163
P  7.6134  4.0586  4.7756  -0.0427  0.0729  0.028
Si  1.8997  8.1722  4.8263  -0.0166  -0.0258  0.0038
Si  5.8458  8.2828  4.7999  0.0527  -0.0286  -0.0069
Si  9.6533  8.3193  4.9449  0  -0.0696  -0.0124
Si  11.6307  9.6707  4.9266  0.0396  0.0813  0.0239
Si  3.8334  9.4988  4.8147  0.003  0.0589  -0.0209
Si  7.743  9.7099  4.8883  0.0214  0.0453  0.0012
Si  11.6239  0.3447  6.7668  -0.0368  -0.057  -0.0174
Si  3.7789  0.0052  6.653  -0.0458  -0.0052  0.0943
Si  7.7439  0.1115  6.8983  0.0439  -0.0419  0.0001
Si  2.0861  1.5807  6.7312  0.0468  0.0267  0.0009
Si  5.7468  1.323  6.5917  -0.1117  0.0786  -0.0165
Si  9.6409  1.6052  6.7924  -0.0548  -0.0197  0.0643
Si  11.5335  5.5744  6.7278  -0.0321  -0.0515  0.0446
Si  4.1037  5.4968  6.8087  -0.0026  0.0149  0.0596
P  7.9043  6.1078  6.9566  0.0254  -0.1051  -0.1359
Si  2.0342  6.6885  6.6783  -0.0249  0.0726  0.0335
Si  5.9133  7.1398  6.8478  -0.1176  0.0212  0.0659
Si  9.8293  7.229  7.0753  -0.0459  0.0758  0.105
O  10.2478  8.1678  8.3864  0.0278  0.0427  0.0053
O  7.705  10.0156  8.2322  -0.0126  0.0084  -0.0159
O  7.5074  4.9459  8.0907  0.0499  -0.0223  0.097
O  3.3912  10.4494  8.2194  0.0555  -0.0336  0.0111
O  2.049  7.6208  8.0438  0.0117  -0.007  -0.0133
O  4.0799  4.6576  8.2676  0.0039  -0.0013  -0.0428
O  9.7772  2.5307  8.1844  0.0043  0.0375  -0.0083
O  2.6639  2.4256  8.0838  -0.0169  0.0119  -0.0328
O  11.4479  4.6045  8.067  -0.0035  -0.0008  -0.0321
O  5.4081  2.4603  7.7514  -0.0135  -0.0038  -0.0064
O  5.717  8.186  8.1296  0.0517  0.0592  0.0115
O  11.3196  10.6064  8.2442  0.0521  -0.0321  0.0155
O  11.2676  10.087  21.7869  0.0019  -0.0091  0.0334
O  3.2461  10.7585  21.5063  0.0551  -0.0228  -0.0025
O  5.7794  7.7922  22.1546  0.0429  0.023  0.0146
O  4.2297  4.4724  21.9335  0.0272  -0.0279  0.0068
O  7.6851  9.7058  22.1705  -0.0428  -0.007  0.0142
O  10.2816  7.6788  22.1533  -0.0062  0.0374  0.0013
O  1.6244  2.4215  22.1077  -0.0201  0.0201  0.0052
O  5.9465  2.4563  21.8648  -0.0325  0.0034  0.0259
O  8.4589  4.7606  22.1752  -0.037  -0.008  -0.0062
O  -0.0668  4.4698  22.0318  0.038  -0.0182  0.0183
O  2.3599  7.4363  21.9335  -0.0261  0.0048  0.01
O  9.1363  1.9267  21.8789  0.0405  0.017  -0.0036
Si  2.0066  7.9262  9.6194  0.0103  -0.0045  0.0134
Si  5.0619  0.6527  17.6683  -0.003  -0.0008  -0.0047
Si  2.5079  5.5093  14.0193  -0.0006  -0.001  0.0021
Si  10.5591  3.9973  14.0389  -0.0032  -0.002  0.0001
Si  8.3091  2.4746  15.284  -0.003  0.0029  0.0004
Si  9.5579  2.2677  20.3487  0.0046  0.0009  -0.004
Si  10.5345  3.6998  9.055  -0.0235  0.0064  0.0107
Si  0.0489  2.4302  11.5947  0.0037  0.0049  -0.001
Si  11.0675  8.2418  15.4371  0.0014  0.0035  0.0044
Si  5.1974  7.0166  13.9996  0.0016  0.0049  -0.0034
Si  5.8048  2.7371  11.0749  0.0065  -0.0007  0.0037
Si  8.5753  7.6928  19.3469  -0.0024  0.0001  -0.0105
Si  8.1237  4.8735  20.5906  -0.0015  -0.0004  0.0051
Si  5.9549  9.6843  15.1675  -0.004  -0.0026  -0.0042
Si  2.1188  7.6762  20.3446  0.0074  0.0068  -0.0122
Si  1.9306  4.9321  18.7939  -0.0013  -0.0007  -0.0076
Si  4.4923  3.4937  18.0011  0.0015  -0.001  -0.0072
Si  8.5156  9.0105  16.7954  0.0003  -0.0039  -0.0016
Si  0.8831  9.6154  13.3762  0.0062  -0.0003  0.0017
Si  9.9583  10.779  11.8187  -0.0077  -0.0038  -0.0022
Si  5.3545  3.7269  21.0009  -0.0045  0.023  -0.0068
Si  0.599  5.6012  16.2725  0.0015  0.0012  0.0031
Si  10.9378  9.3842  9.2319  0.0125  -0.0144  -0.0007
Si  6.5703  8.9106  21.2743  -0.0071  0.0081  0
Si  7.1492  7.2399  11.4952  0.0038  0.0014  -0.0011
Si  2.7005  0.8351  12.2377  0.0037  -0.0021  0.0009
Si  10.8755  8.688  21.0241  -0.0113  -0.0153  -0.009
Si  6.0555  4.4149  15.6388  0.0045  0.0031  0.0012
Si  7.1138  0.5967  12.9912  -0.001  -0.007  -0.0053
Si  4.1157  3.0399  8.5626  0.0188  -0.0115  0.016
Si  0.9034  6.898  11.925  0.002  0.0005  -0.0071
Si  6.5743  9.2038  9.1031  -0.0228  -0.0127  -0.0103
Si  0.6744  3.3096  21.1397  0.0075  -0.0182  0.0012
Si  9.8225  6.6657  12.9088  -0.0074  0.0013  -0.0068
Si  7.7718  4.6949  9.699  0.0002  0  -0.0143
Si  3.9947  10.1139  20.1925  0.0085  0  -0.0023
Si  4.2979  3.1594  13.4812  0.0037  -0.0019  -0.0019
Si  3.8977  10.1264  9.7437  0.0119  -0.0057  -0.0164
Si  8.0763  0.8524  18.031  -0.0021  -0.0006  -0.0006
O  11.5267  3.4031  12.8837  -0.0087  -0.0031  -0.0106
O  9.3873  4.56  9.8555  0.0117  -0.0244  -0.0198
O  8.8141  3.6194  19.8421  -0.0015  -0.0028  0.0177
O  4.0731  -0.009  18.7879  0.0171  0.0013  -0.0037
O  11.3089  4.6442  15.3216  0.0039  0.018  0.001
O  9.9696  9.9155  10.4292  0.0056  0.0163  0.0134
O  3.8308  1.6464  13.0944  -0.006  0.0119  -0.0134
O  0.7124  9.1622  14.9335  -0.0201  -0.0158  -0.0183
O  6.4936  1.0908  18.3512  -0.0021  -0.0123  -0.0209
O  4.75  3.1996  19.5902  -0.0035  0.0104  0.0071
O  6.3641  1.3404  11.7355  0.0112  0.0133  0.0157
O  0.7524  8.9356  9.8934  -0.0133  -0.0089  0.0039
O  5.6334  4.3873  17.2244  -0.0116  -0.021  -0.016
O  8.4682  7.368  12.415  0.0048  -0.018  -0.0067
O  4.4599  2.6578  10.1188  0.0075  0.0177  -0.018
O  2.0841  5.6913  15.5806  -0.0226  -0.002  -0.018
O  3.3489  0.1315  10.9302  -0.0067  -0.0006  0.0162
O  5.9108  7.2809  12.55  -0.0035  -0.0055  0.016
O  2.3357  6.3785  19.4039  -0.0145  -0.0064  0.0089
O  0.655  5.0092  17.7844  0.0216  0.0032  0.0006
O  8.4497  10.7767  12.4317  0.0039  0.018  0.0027
O  5.5156  10.2811  9.7111  0.0051  -0.0265  -0.0081
O  0.5871  8.19  20.2006  0.0189  -0.0011  0.0234
O  9.7652  2.7202  14.6365  -0.0051  0.0156  0.0001
O  2.0636  10.7169  13.2965  -0.015  -0.0011  -0.017
O  9.9898  9.207  16.1543  -0.0092  -0.0227  -0.0009
O  6.1329  10.455  13.7318  0.0087  -0.0018  0.013
O  7.4618  1.6581  14.1707  0.0119  0.001  -0.0003
O  1.6467  3.9432  20.0292  -0.0066  0.0139  -0.0026
O  5.9463  5.8883  14.9349  -0.0155  -0.0061  -0.0043
O  7.4004  9.0596  15.6194  -0.0048  0.0134  0.0125
O  1.516  1.7667  11.6593  -0.005  -0.006  0.0141
O  7.1837  8.4379  10.3952  -0.0068  0.0042  -0.017
O  4.3279  2.0477  17.2491  0.0179  0.0113  0.021
O  7.0293  3.3334  10.1807  -0.0095  0.01  0.0056
O  11.5855  7.0968  16.4585  0.0037  -0.0022  -0.031
O  8.2387  10.2057  17.8269  -0.0047  0.0004  -0.0236
O  3.4091  8.6045  10.0853  -0.011  0.0101  -0.0023
O  7.6026  3.9181  15.5543  -0.0118  -0.0203  -0.0092
O  3.13  4.346  17.887  0.0069  -0.0069  0.0248
O  2.923  3.9929  13.6413  0.0118  0.0146  0.0066
O  1.3648  8.3505  12.4865  -0.0205  -0.0035  0.0051
O  1.2255  5.8177  13.0808  0.0157  0.0179  -0.0026
O  5.0146  8.3933  14.8572  0.0188  -0.0052  -0.008
O  11.18  2.4075  20.3343  -0.009  0.02  0.0167
O  11.0291  10.1554  12.8731  0.0078  -0.0011  -0.0153
O  5.3191  3.7043  12.3104  -0.0098  -0.0319  0.003
O  5.1083  3.316  14.8786  0.0082  0.0282  -0.0048
O  6.4922  4.8173  20.5367  0.0043  -0.024  0.0045
O  8.4887  1.658  16.6777  -0.0132  -0.0034  0.0065
O  10.4038  1.3809  11.5529  0.0101  -0.0142  0.0031
O  10.898  6.7843  11.6773  0.0078  0.0025  0.0267
O  3.2278  8.7373  19.8186  -0.0151  -0.0044  0.0216
O  1.7254  6.6031  10.5435  -0.0088  0.0222  0.0107
O  7.1666  8.202  19.9585  0.0179  0.0031  0.0064
O  8.4747  7.6527  17.7124  0.0032  0.0224  0.0171
O  3.7022  6.5201  13.6393  -0.0046  -0.0154  0.0093
O  9.5734  5.114  13.3518  0.0265  0.0081  0.0069
O  5.5243  10.0035  20.7213  -0.0003  -0.0225  -0.0087
O  10.3635  7.5063  14.176  0.0154  -0.0067  0.0023
O  8.7788  6.174  19.8816  -0.0035  0.0078  0.0075
O  7.1622  5.864  10.6333  0.0089  -0.0012  0.0017
O  5.3105  10.6231  16.3571  0.0134  0.0046  0.006
O  9.0609  1.156  19.2825  0.0037  0.0173  0.0113
O  11.5917  3.1996  10.1694  -0.0164  -0.0033  0.0089
O  9.74  8.7245  19.8533  -0.0148  -0.0196  0.0076

Results
free energy: -144892.088 eV
free energy less fixed offsets of O -569.03, P -756.45, Si -635.61 eV per atom: -3.038 eV

The program warned: the cutoff lies below the one the program advises for these potential files; the forces do not sum to zero within the program's tolerance; the exchange-correlation potential is rough where the density is thin.
